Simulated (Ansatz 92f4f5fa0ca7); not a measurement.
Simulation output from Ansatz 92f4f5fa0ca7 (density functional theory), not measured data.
Periodic cell of 225 atoms, Si133O90H2, from a study of silicon, its oxide and their interface. The atomic structure is a simulated model.
Doubt: the cutoff is far below the 930 eV that the study's wrapper takes by default for these files, so forces and energies are approximate.
This geometry differs little from another in the collection (a relaxation step or a small displacement).

Settings
functional: PBE
potential files: Ansatz PAW
basis: plane waves
wave-function cutoff: 580 eV
density cutoff ratio: 5
exchange-correlation grid ratio: 1
k mesh: 1 x 1 x 1, Gamma-centred
self-consistency stop: 5e-08 eV per atom in the density residual
occupations: fixed
spin: none
net charge: 0

Cell vectors (angstrom)
a	10.938	0	0
b	0	10.938	0
c	0	0	33.3099

Atoms: element, x, y, z (angstrom)
Si	0.4445	-0.3524	25.9602
Si	5.333	0.3147	25.7901
Si	2.9494	2.4054	25.7794
Si	7.9531	3.0239	26.061
Si	-0.2753	5.6208	25.7511
Si	5.8526	5.3176	25.8541
Si	2.6205	8.3104	25.7149
Si	8.5703	8.0088	25.7829
Si	1.5024	1.2884	27.2555
Si	6.7897	1.4072	27.2711
Si	4.1147	4.1185	27.0092
Si	9.5966	4.1482	27.2556
Si	1.3818	6.7805	27.0483
Si	6.9742	6.8732	27.1749
Si	4.19	9.5402	27.0325
Si	9.6781	9.5267	27.1899
Si	2.8438	-0.0942	28.5561
Si	8.2299	-0.0216	28.5099
Si	0.0439	2.6963	28.5217
Si	5.4067	2.7875	28.5469
Si	2.7471	5.4422	28.4568
Si	8.2294	5.4844	28.5973
Si	0.059	8.135	28.5351
Si	5.5082	8.1945	28.4848
Si	4.1018	1.3673	29.8917
Si	9.5708	1.3673	29.8917
Si	1.3673	4.1018	29.8917
Si	6.8362	4.1018	29.8917
Si	4.1018	6.8362	29.8917
Si	9.5708	6.8362	29.8917
Si	1.3673	9.5708	29.8917
Si	6.8362	9.5708	29.8917
Si	0	0	31.2589
Si	5.469	0	31.2589
Si	2.7345	2.7345	31.2589
Si	8.2035	2.7345	31.2589
Si	0	5.469	31.2589
Si	5.469	5.469	31.2589
Si	2.7345	8.2035	31.2589
Si	8.2035	8.2035	31.2589
Si	1.3673	1.3673	32.6262
Si	6.8362	1.3673	32.6262
Si	4.1018	4.1018	32.6262
Si	9.5708	4.1018	32.6262
Si	1.3673	6.8362	32.6262
Si	6.8362	6.8362	32.6262
Si	4.1018	9.5708	32.6262
Si	9.5708	9.5708	32.6262
Si	2.7345	0	0.6835
Si	8.2035	0	0.6835
Si	0	2.7345	0.6835
Si	5.469	2.7345	0.6835
Si	2.7345	5.469	0.6835
Si	8.2035	5.469	0.6835
Si	0	8.2035	0.6835
Si	5.469	8.2035	0.6835
Si	4.1018	1.3673	2.0507
Si	9.5708	1.3673	2.0507
Si	1.3673	4.1018	2.0507
Si	6.8362	4.1018	2.0507
Si	4.1018	6.8362	2.0507
Si	9.5708	6.8362	2.0507
Si	1.3673	9.5708	2.0507
Si	6.8362	9.5708	2.0507
Si	0	0	3.418
Si	5.469	0	3.418
Si	2.7345	2.7345	3.418
Si	8.2035	2.7345	3.418
Si	0	5.469	3.418
Si	5.469	5.469	3.418
Si	2.7345	8.2035	3.418
Si	8.2035	8.2035	3.418
Si	1.3381	1.371	4.8107
Si	6.7922	1.3916	4.7693
Si	4.0375	4.1717	4.7465
Si	9.5609	4.1148	4.8182
Si	1.359	6.8445	4.8002
Si	6.8083	6.8457	4.7967
Si	4.0776	9.5762	4.8491
Si	9.5038	9.6316	4.686
Si	2.6303	-0.0499	6.2343
Si	8.1524	0.0056	6.1002
Si	-0.0282	2.7507	6.2201
Si	5.3381	2.7352	6.0485
Si	2.7271	5.5093	6.2349
Si	8.1282	5.4319	6.1776
Si	-0.1305	8.2311	5.99
Si	5.454	8.2007	6.2381
Si	3.78	1.6281	7.4209
Si	9.6896	1.1291	7.456
Si	1.5928	3.898	7.5361
Si	6.51	4.2089	7.4214
Si	4.386	6.5655	7.6018
Si	9.2631	7.1292	7.3543
Si	0.8942	9.7424	7.4321
Si	7.0736	9.3884	7.5014
O	9.6021	6.8087	25.2508
O	4.1388	1.3541	25.2576
O	8.1894	8.245	7.9682
O	2.7021	2.7534	7.9997
O	6.9001	4.117	25.3822
O	1.4983	9.4715	25.3062
O	5.4829	5.3841	7.938
O	-0.122	0.0147	7.9044
O	6.9587	3.3768	8.7777
O	6.5502	10.1526	8.8797
O	10.152	6.5659	8.615
O	1.1245	8.8453	8.795
O	4.6038	1.0567	8.7145
O	1.0284	4.6173	8.9278
O	8.9334	1.5687	8.8618
O	3.9636	7.0458	9.1211
O	8.037	8.8409	24.4528
O	8.7261	2.2703	24.8452
O	5.5107	6.2483	24.5207
O	2.003	2.809	24.4799
O	10.7649	0.4216	24.6686
O	0.1994	4.7692	24.406
O	7.2375	11.8894	20.6873
O	6.2323	10.7866	24.4819
Si	9.6774	1.3521	23.928
Si	4.583	6.4467	20.5608
Si	1.0503	8.9135	10.4219
Si	17.2805	5.2695	15.8775
Si	7.3425	2.1531	19.5765
Si	19.2876	14.343	12.6049
Si	11.0239	5.0061	16.8334
Si	9.2722	-0.6349	16.4766
Si	15.4338	10.5082	19.0056
Si	12.7103	3.0486	18.2665
Si	8.3505	2.9479	9.5067
Si	2.9422	7.9949	18.4721
Si	11.5699	1.1223	16.2465
Si	0.4205	13.6766	13.4973
Si	4.3063	2.5098	19.988
Si	6.1259	2.4585	14.453
Si	7.1145	5.9097	18.8251
Si	5.2181	10.7841	9.5939
Si	15.1796	6.5572	23.5466
Si	17.9101	10.2652	20.6907
Si	3.0757	4.3233	21.9375
Si	11.5001	9.6177	14.7906
Si	6.5936	11.5766	16.9736
Si	5.2621	8.306	13.1164
Si	10.5289	5.2173	9.4314
Si	3.7107	6.9737	15.4857
Si	7.4797	10.145	23.6359
Si	-2.1923	8.4722	18.8773
Si	-0.3968	6.8208	12.0511
Si	1.5947	11.0542	12.2684
Si	11.0204	6.6927	19.0731
Si	3.8395	8.1216	10.3316
Si	0.8155	3.494	23.5718
Si	10.0965	3.768	19.1479
Si	4.8294	11.2983	12.55
Si	7.8053	6.3178	13.4961
Si	1.3151	5.421	14.1428
O	9.9263	7.7104	19.707
O	5.0952	1.7427	13.3924
O	11.4436	2.8269	19.313
O	7.4001	12.4643	18.0781
O	4.1338	7.9917	14.2729
O	4.0482	0.9164	19.803
O	2.34	8.0663	10.9463
O	-1.063	4.0255	17.5108
O	7.7037	4.9205	12.6214
O	9.4669	-1.8197	17.5716
O	5.8001	14.9014	15.0299
O	5.4701	9.9363	13.223
O	10.7169	8.1877	11.1588
O	17.6753	5.0597	17.4605
O	1.3649	10.6931	15.7331
O	6.0565	12.4849	15.7737
O	1.5633	7.4129	19.1608
O	19.6723	3.05	19.773
O	7.5225	18.4016	18.4508
O	12.6549	1.7717	17.2596
O	3.2106	11.1365	12.4215
O	3.2362	7.6098	24.3192
O	19.1408	9.6476	19.8392
O	9.4121	4.102	9.1086
O	11.9067	9.9207	13.2618
O	3.9014	2.9656	21.5175
O	4.7125	7.1251	22.0675
O	1.1684	10.5033	10.7948
O	5.0947	6.2943	15.9639
O	18.611	10.5406	16.3372
O	-2.7986	2.7904	11.1069
O	6.6396	7.4447	13.2959
O	5.8827	2.9317	19.711
O	11.0295	5.1704	15.2302
O	16.2274	10.8355	17.6109
O	10.1368	11.6321	16.9414
O	0.294	2.1316	15.0094
O	3.5725	5.071	23.3116
O	13.9886	-3.2962	16.8633
O	11.9085	8.0997	15.1759
O	5.5285	11.4057	11.0689
O	4.1041	-1.3389	9.6895
O	8.6497	11.2311	23.2286
O	4.8188	7.8594	11.6016
O	10.5923	2.4285	23.0877
O	3.3593	5.3648	20.7089
O	7.655	5.883	15.084
O	-0.4764	5.5546	11.0146
O	9.8839	9.8381	15.0288
O	0.9189	12.512	12.4792
O	6.9147	9.6607	22.194
O	1.527	3.942	13.4638
O	4.1764	7.3877	19.3169
O	2.6921	5.8542	14.8858
O	9.9269	14.2791	13.0005
O	3.1628	9.6145	18.6744
O	9.2215	6.9778	13.0136
O	16.9453	5.839	20.0445
O	0.8778	6.4903	13.0054
O	10.8002	6.5034	17.4546
O	16.5045	9.7919	20.0084
O	1.4985	4.0019	22.1725
O	10.6618	5.2254	19.7674
O	23.4054	4.4222	17.3901
O	14.1891	3.1922	18.9268
O	7.5789	2.4848	13.7121
H	8.2909	5.3057	19.4301
H	12.1223	7.9504	16.118

Results
free energy: -135767.492 eV
free energy less fixed offsets of H -15.97, O -568.88, Si -635.61 eV per atom: -0.222 eV

Forces (eV/angstrom), in the order of the atoms: element, x, y, z
Si	0.0083	-0.0068	0.0095
Si	-0.014	0.0065	-0.018
Si	-0.0015	-0.0073	-0.0125
Si	-0.0017	0.0002	-0.0205
Si	-0.0059	0.0093	-0.0191
Si	0.0007	0.0033	-0.0107
Si	-0.0061	0.006	-0.0142
Si	0.0054	-0.0094	-0.0088
Si	0.0079	-0.0048	0.0028
Si	0.0023	0.003	0.0044
Si	-0.0028	0.0081	0.0024
Si	-0.0005	0.0024	0.0069
Si	0.0091	-0.0068	0.0002
Si	-0.001	-0.0016	0.004
Si	0.0045	-0.008	0.0014
Si	0.0087	-0.0057	-0.0002
Si	-0.0073	0.0073	-0.0022
Si	-0.0054	0.0049	-0.0046
Si	-0.0023	0.0042	-0.0016
Si	0.0027	-0.0039	-0.0023
Si	-0.0005	0.0009	-0.0101
Si	0.0017	-0.0001	-0.0078
Si	-0.0046	0.0082	0.0002
Si	-0.0006	0.0035	-0.0088
Si	0.0729	-0.0291	0.2973
Si	0.0551	-0.0713	-0.0999
Si	0.1872	-0.0254	-0.1929
Si	-0.1943	0.0946	0.2103
Si	0.0166	-0.0576	-0.4839
Si	0.3217	0.0998	0.5239
Si	0.2452	-0.3183	0.0861
Si	0.0725	-0.0311	-0.1273
Si	0.0004	0.0262	-0.0357
Si	0.0639	0.178	-0.0049
Si	-0.0556	-0.0801	-0.0062
Si	-0.056	0.0115	-0.0268
Si	-0.0714	0.0852	0.0024
Si	0.0665	-0.0175	0.0038
Si	-0.0936	0.0669	0.0162
Si	0.0686	0.0351	-0.0065
Si	-0.0062	0.0319	-0.0022
Si	0.0314	-0.0843	-0.007
Si	0.0039	-0.0002	-0.0194
Si	0.0655	-0.0239	-0.034
Si	0.0602	-0.0811	-0.0143
Si	-0.0199	0.0196	-0.0071
Si	0.0407	-0.0559	-0.0376
Si	-0.0315	-0.0143	-0.0128
Si	-0.0171	0.0075	0.0068
Si	0.0104	0.073	0.0495
Si	-0.0971	0.023	0.0106
Si	0.016	0.0113	0.0135
Si	-0.0341	0.0251	0.04
Si	-0.0039	-0.0142	0.0081
Si	-0.0029	0.0024	0.0085
Si	-0.0309	0.0817	0.0042
Si	-0.015	-0.027	0.0396
Si	0.0938	-0.0143	-0.017
Si	-0.0453	-0.1217	-0.019
Si	0.0128	0.0086	0.039
Si	0.0874	-0.0255	-0.0194
Si	-0.0153	0.0091	0.0323
Si	-0.0006	0.0207	0.04
Si	-0.0619	-0.1646	-0.0295
Si	0.0537	0.363	-0.3549
Si	-0.2188	-0.1603	0.1441
Si	-0.2888	-0.0015	-0.0045
Si	0.0502	0.0845	0.1355
Si	0.0283	-0.0719	0.1658
Si	-0.0677	0.2521	-0.1919
Si	0.0785	0.0393	0.2396
Si	-0.3824	-0.1406	-0.3364
Si	0.0015	-0.0035	-0.0018
Si	-0.0023	-0.002	0.0064
Si	-0.0003	-0.0091	-0.0041
Si	-0.0032	-0.0005	0.0088
Si	0.0017	-0.002	0.0041
Si	0.0067	-0.0004	-0.001
Si	-0.0025	-0.0024	0.0113
Si	0.0014	-0.0024	0.0042
Si	0.0023	0.0014	-0.0014
Si	-0.0006	-0.0011	-0.011
Si	-0.0024	0.0079	-0.0037
Si	0.0017	-0.003	-0.0066
Si	0.0006	0.0084	-0.0041
Si	0.0065	0.0031	0.0009
Si	-0.0038	0.0042	-0.0037
Si	-0.0046	0.001	-0.0012
Si	-0.003	-0.0041	-0.0025
Si	0.009	-0.0095	0.0106
Si	0.0041	-0.0079	0.0132
Si	0.01	-0.0056	0.0026
Si	-0.0046	0.0128	-0.0109
Si	-0.0095	0.0083	0.0023
Si	-0.0012	0.0015	0.0061
Si	0.0149	-0.0132	0.011
O	-0.0007	0.0001	0.0048
O	0.0059	-0.0038	0.0037
O	-0.0069	0.0045	-0.0046
O	-0.003	0.0084	-0.002
O	0.0079	-0.0089	0.0021
O	0.004	-0.0045	0.0021
O	0.0008	-0.0022	0.0059
O	-0.003	0.0027	-0.0009
O	-0.0008	0.0025	-0.0014
O	0.0052	-0.0045	-0.0048
O	-0.0029	-0.003	-0.0031
O	0.0006	0.0057	-0.0113
O	-0.0024	0.0043	-0.0003
O	0.001	-0.0009	-0.0041
O	-0.0004	0.0014	-0.001
O	0.0001	-0.007	-0.0004
O	0.0037	-0.0079	-0.0003
O	-0.0016	0.0016	-0.0029
O	-0.0034	0.0001	0.0049
O	0.0083	-0.0032	0.0055
O	-0.0027	0.0041	-0.0146
O	-0.0047	0.0056	0.0051
O	0.0011	-0.0075	-0.0019
O	-0.0081	0.0062	0.0089
Si	-0.0114	0.0095	0.0203
Si	0.0097	-0.0051	0.0021
Si	-0.0008	0.0065	-0.0023
Si	-0.0001	-0.0035	0.0032
Si	-0.0066	-0.0012	0.0048
Si	0.0007	0.0054	-0.0013
Si	0.0027	-0.0103	-0.0009
Si	0.0018	0.0038	-0.0025
Si	0.0006	0.0033	0.0088
Si	0.0022	-0.0041	0.0061
Si	0.0005	-0.0029	-0.0063
Si	-0.0026	0.006	0.0159
Si	0.0018	-0.0035	-0.0061
Si	0.005	-0.0074	-0.0093
Si	0.0033	-0.0021	0.0059
Si	0.0026	0.0022	-0.0065
Si	-0.0039	0.0075	0.0035
Si	-0.0001	0.0044	-0.0054
Si	0.0017	-0.0049	0.0056
Si	0.0006	0.0026	0.0017
Si	0.0118	-0.0017	0.0061
Si	0.0044	-0.0103	0.0047
Si	0.0011	0.0066	-0.0023
Si	0.0066	0.0015	-0.0065
Si	-0.0018	0.0088	0.001
Si	0.0091	-0.0172	-0.0105
Si	-0.002	-0.0036	0.008
Si	-0.0051	-0.0016	0.0068
Si	0.0046	0.0033	-0.0063
Si	-0.0044	0.0068	-0.0134
Si	-0.0042	-0.0019	0.0177
Si	-0.0059	-0.0037	-0.0028
Si	0.0099	0.0044	0.0044
Si	0.0032	-0.0027	0.0113
Si	-0.0068	-0.0042	-0.0035
Si	-0.003	0.0002	-0.0111
Si	-0.0003	0.0039	-0.0074
O	0.0028	0.0003	-0.0065
O	-0.0029	0.0011	0.0027
O	-0.0029	0.0003	-0.0041
O	-0.0023	0.0006	-0.0047
O	-0.0036	-0.0006	0.0069
O	-0.0012	0.002	-0.0018
O	0.001	-0.0012	0.007
O	0.0004	0.0027	-0.0009
O	0.0015	-0.0042	0.0053
O	-0.0007	-0.007	-0.0009
O	-0.0021	0.0038	0.0002
O	-0.0014	-0.0005	0.0053
O	0.0002	0.0012	0.0053
O	0.0007	-0.0008	-0.0048
O	0.0031	0.0088	0.0029
O	0.0045	-0.0132	0.0188
O	0.0014	0.0002	-0.007
O	0.0018	-0.0003	-0.0066
O	0.0027	-0.0001	-0.0046
O	-0.0001	0	0.0017
O	0.0043	-0.0015	0.0076
O	-0.0042	0.0037	0.0053
O	-0.0012	0.0016	-0.0039
O	0.0018	-0.0016	0.0041
O	0.0036	0.0047	0.0011
O	-0.0039	0.004	0.0003
O	-0.0031	0.0009	0.0034
O	-0.0014	-0.0094	0.0051
O	-0.0094	0.0066	-0.0012
O	-0.0047	0.0039	0.0025
O	-0.0005	-0.0012	-0.0082
O	-0.0011	-0.0002	0.0058
O	0.0009	-0.0026	-0.0043
O	-0.0023	-0.0004	0.004
O	-0.0004	-0.0005	-0.0068
O	0.0005	0.0019	-0.0001
O	-0.0003	-0.0004	0.0051
O	-0.0004	0.0037	-0.0056
O	0.0035	0.0065	-0.0074
O	0.1781	-0.0356	0.2339
O	0.0059	-0.0015	-0.0084
O	-0.002	0.0092	0.0017
O	0.0049	0.005	-0.0085
O	-0.0026	-0.0018	0.0045
O	-0.0021	-0.0017	-0.009
O	-0.0042	-0.0021	-0.0025
O	0.0009	0.0017	0.0017
O	0.0001	-0.008	-0.0082
O	-0.0154	0.0049	0.0032
O	0.0006	-0.0032	0.0089
O	0.0028	-0.0003	0.0016
O	-0.0002	0.0015	0.0083
O	0.0034	-0.0042	-0.0036
O	0.0074	0.0015	0.0049
O	-0.0046	0.0013	0.0046
O	-0.0018	-0.0031	-0.0076
O	0.0051	-0.0009	0.0051
O	-0.0104	0.0042	-0.0008
O	-0.0064	-0.0013	-0.0021
O	0.0027	0.0051	-0.0076
O	0.006	-0.0032	-0.0018
O	-0.011	-0.0028	0.003
O	0.0064	0.0022	-0.0087
O	0.0017	0.0005	-0.0012
O	0.0019	0.0008	-0.0036
O	0.0026	0	0.0025
H	0.0056	-0.0007	-0.0008
H	-0.1817	0.0212	-0.2223

The program warned: the cutoff lies below the one the program advises for these potential files; the forces do not sum to zero within the program's tolerance; the exchange-correlation potential is rough where the density is thin.
